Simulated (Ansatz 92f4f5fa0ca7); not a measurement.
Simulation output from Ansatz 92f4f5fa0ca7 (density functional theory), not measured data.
Periodic cell of 223 atoms, Si132O90As1, from a study of silicon, its oxide and their interface. The atomic structure is a simulated model.
Doubt: the cutoff is far below the 930 eV that the study's wrapper takes by default for these files, so forces and energies are approximate.
This geometry differs little from another in the collection (a relaxation step or a small displacement).

Settings
functional: PBE
potential files: Ansatz PAW
basis: plane waves
wave-function cutoff: 580 eV
density cutoff ratio: 5
exchange-correlation grid ratio: 1
k mesh: 1 x 1 x 1, Gamma-centred
self-consistency stop: 5e-08 eV per atom in the density residual
occupations: fixed
spin: none
net charge: +1 e, with a uniform compensating background and no finite-size correction

Cell vectors (angstrom)
a 10.938 0 0
b 0 10.938 0
c 0 0 32.1988

Atoms: element, x, y, z (angstrom)
Si 10.582 0.2213 24.8555
Si 5.733 10.6805 24.731
Si 2.4762 2.9163 24.628
Si 8.4207 2.4638 24.8128
Si 0.2703 5.169 24.7424
Si 5.1489 5.747 24.6793
Si 2.9291 8.0085 24.5844
Si 7.9375 8.4373 24.7206
Si 1.3253 1.3831 26.0235
Si 6.8432 1.3079 26.1127
Si 4.0384 4.1055 25.9833
Si 9.6045 4.0586 26.0738
Si 1.3935 6.8287 25.9905
Si 6.7637 6.8528 26.0133
Si 4.0986 9.5335 25.9882
Si 9.4575 9.5706 26.1435
Si 2.7232 -0.0073 27.3304
Si 8.1538 -0.0201 27.5538
Si 0.0059 2.7149 27.4765
Si 5.4374 2.7426 27.354
Si 2.721 5.4681 27.4217
Si 8.1809 5.471 27.3387
Si -0.0112 8.182 27.3618
Si 5.4365 8.1984 27.4379
Si 4.0766 1.3628 28.732
Si 9.5756 1.3533 28.836
Si 1.3592 4.1067 28.8036
Si 6.8269 4.1017 28.7295
Si 4.0932 6.8193 28.7956
Si 9.5483 6.8242 28.7367
Si 1.3611 9.5678 28.7243
Si 6.7819 9.5422 28.8512
Si 0.0177 -0.0264 30.1551
Si 5.4217 0.0099 30.1545
Si 2.7334 2.7244 30.1398
Si 8.19 2.748 30.1334
Si -0.0311 5.4698 30.133
Si 5.4807 5.4562 30.1401
Si 2.7173 8.2131 30.1194
Si 8.2026 8.1772 30.1546
Si 1.3762 1.3557 31.5206
Si 6.8265 1.373 31.4865
Si 4.1108 4.0882 31.5028
Si 9.5572 4.1008 31.516
Si 1.3433 6.8508 31.4712
Si 6.8433 6.8136 31.5285
Si 4.0721 9.5686 31.5204
Si 9.5761 9.5512 31.5146
Si 2.7277 -0.0056 0.7128
Si 8.1965 0.0055 0.6519
Si -0.0062 2.7241 0.6804
Si 5.4819 2.7269 0.678
Si 2.7285 5.4936 0.6256
Si 8.2112 5.4578 0.7112
Si 0.0073 8.1873 0.6858
Si 5.4731 8.2084 0.6777
Si 4.1512 1.3478 2.056
Si 9.5603 1.3484 2.044
Si 1.3618 4.1553 2.002
Si 6.8564 4.0582 2.0673
Si 4.0777 6.8423 2.0308
Si 9.5829 6.8328 2.0639
Si 1.3725 9.5431 2.0644
Si 6.8329 9.5963 2.0389
Si -0.0183 -0.0377 3.3923
Si 5.4965 -0.0018 3.4796
Si 2.7262 2.7458 3.305
Si 8.2045 2.6886 3.4596
Si 0.0193 5.474 3.44
Si 5.5087 5.5062 3.3609
Si 2.7676 8.2118 3.4542
Si 8.2042 8.2277 3.3786
Si 1.3784 1.3842 4.6456
Si 6.8635 1.3302 4.9049
As 4.151 4.0808 4.8048
Si 9.5784 4.0816 4.7733
Si 1.4037 6.8416 4.8116
Si 6.8267 6.897 4.7461
Si 4.1388 9.5719 4.8596
Si 9.5478 9.5456 4.8018
Si 2.7441 0.1072 6.0649
Si 8.2114 -0.0736 6.2903
Si 0.017 2.664 6.0616
Si 5.5248 2.6789 6.3507
Si 2.7722 5.5128 6.2364
Si 8.1774 5.4887 6.0442
Si 0.0082 8.1879 6.1646
Si 5.5377 8.2255 6.2523
Si 3.8268 1.5466 7.629
Si 9.838 1.1286 7.4786
Si 1.6103 3.7826 7.3387
Si 6.6763 4.4299 7.5028
Si 4.4228 6.6442 7.5746
Si 9.3701 6.9509 7.4192
Si 1.1415 9.914 7.3056
Si 7.1716 9.2212 7.7004
O 8.3225 8.0821 7.9518
O 2.7563 2.7602 7.9106
O 9.5173 1.3482 24.2641
O 4.0444 6.8623 24.1231
O 0.0349 0.0192 7.9748
O 5.5198 5.4927 8.0289
O 6.8458 9.5711 24.1955
O 1.367 4.0623 24.1643
O 3.8661 7.3792 8.9519
O 0.8318 4.36 8.6342
O 9.8298 6.145 8.7831
O 2.1384 9.3705 8.4827
O 7.5316 3.9279 8.8067
O 4.2546 0.9181 9.0876
O 6.7234 9.5646 9.2343
O 9.2075 1.8515 8.8115
O 7.7011 3.1481 23.5144
O 10.4902 5.8453 23.4414
O 5.084 0.4386 23.4018
O 5.856 5.0855 23.3568
O 3.1014 2.2076 23.2715
O 2.2946 8.7218 23.2235
O 8.622 7.7589 23.3896
O 0.2254 10.3216 23.5928
Si 4.3849 1.5693 22.4583
Si 3.49 7.9301 14.0382
Si 7.1154 0.9566 14.6748
Si 0.9414 9.3546 22.5123
Si 1.1862 4.3111 11.8979
Si 6.2666 8.9642 15.325
Si 0.6811 1.3725 12.3
Si 8.6248 4.9517 20.5046
Si 0.3373 5.7084 9.3786
Si 5.1015 3.1245 17.9481
Si 0.8877 3.7463 16.7519
Si 10.4042 2.8502 19.2304
Si 5.2798 1.1904 10.3681
Si 0.8837 0.1796 19.8439
Si 6.649 9.463 10.8841
Si 9.3363 9.6783 18.3282
Si 9.3914 9.2489 12.5819
Si 6.5666 3.8428 22.575
Si 2.4395 8.0648 9.3918
Si 10.5867 7.3683 17.0778
Si 2.5099 6.2922 16.5819
Si 10.1782 4.4938 14.1996
Si 6.1369 9.1846 18.5187
Si 7.967 2.5664 9.5984
Si 8.8827 2.1404 12.4686
Si 5.3359 6.2464 18.0687
Si 3.9198 0.5551 19.4623
Si 4.2794 3.85 12.0626
Si 5.5424 6.6057 12.1492
Si 8.012 2.5082 17.2237
Si 4.3603 2.482 14.9729
Si 1.5408 1.2142 15.2621
Si 1.566 9.419 12.0564
Si 8.0522 6.855 13.8742
Si 10.381 9.839 15.4941
Si 9.8059 7.0148 22.5408
Si 8.1048 5.486 17.4048
O 6.0446 7.9654 11.2935
O 6.0157 9.2061 16.9001
O 7.6849 1.3569 13.2026
O 0.8979 1.7502 13.8667
O 9.4229 6.2589 16.8769
O 6.76 6.2074 13.1426
O 5.1285 4.6622 18.6124
O 9.2317 2.1637 18.2746
O 2.3637 0.0957 19.0767
O 9.4102 10.2363 16.7683
O 2.7917 4.4421 11.7108
O 5.0634 10.3228 19.106
O 9.4307 3.2456 13.4953
O 0.4578 1.7677 19.9597
O 3.1537 1.3647 15.0625
O 8.1644 5.3746 19.0185
O 3.8914 6.6017 17.3908
O 4.5792 3.2816 16.3896
O 9.0658 5.6703 14.311
O 5.4462 2.7574 22.13
O 10.6735 4.1468 15.6923
O 0.3459 3.8713 18.2861
O 10.4234 10.5162 19.2209
O 9.6432 10.0312 14.0316
O 10.9086 8.1186 22.0843
O 1.1922 2.1623 16.5326
O 9.7332 3.7529 20.4196
O 8.1301 4.0338 16.6766
O -0.0428 9.1047 11.9098
O 6.5859 2.421 18.0147
O 5.5898 10.728 11.203
O 7.7474 9.593 18.8448
O 10.0326 1.0293 12.0569
O 1.3234 6.9467 9.0362
O 0.6279 4.7695 13.3605
O 5.705 7.6232 18.9839
O 5.2397 5.0912 11.52
O 2.7107 6.9861 15.1175
O 0.9141 2.7512 11.4667
O 0.8617 10.6866 15.5457
O 2.3901 8.5836 10.914
O 4.6985 2.4412 11.2722
O 4.2517 3.5164 13.6843
O 2.2034 4.6824 16.4853
O 10.7023 8.2513 15.6975
O 6.9262 10.2898 14.6709
O 2.3464 8.9582 13.4267
O 8.028 1.5221 15.9147
O 4.1228 6.9988 12.8542
O 4.1757 2.0108 18.7262
O 7.289 4.42 21.2571
O 8.3958 2.9178 11.1164
O 1.1755 6.8618 17.3576
O 5.6515 1.5776 14.7477
O 8.1339 9.7631 11.5896
O 9.1988 6.2895 21.2304
O 8.9527 7.7189 12.8531
O 1.6532 0.123 11.8736
O 6.6397 6.1496 17.0619
O 7.401 7.8041 15.0454
O 1.2123 10.3027 21.228
O 10.0302 8.2008 18.3564
O 3.9433 0.8457 21.0793
O 0.3473 5.3477 10.9425
O 6.6761 1.5868 9.6103
O 4.7814 8.7027 14.6812

Results
free energy: -139961.473 eV
free energy less fixed offsets of As -4856.12, O -568.88, Si -635.61 eV per atom: -5.633 eV

Forces (eV/angstrom), in the order of the atoms: element, x, y, z
Si -0.0125 0.0163 0.0295
Si 0.0098 -0.0121 0.0405
Si -0.011 0.014 0.0393
Si 0.0133 -0.0135 0.0405
Si 0.0117 -0.0094 0.0407
Si -0.0113 0.0119 0.0387
Si 0.0104 -0.0097 0.0369
Si -0.0142 0.0122 0.0362
Si -0.0009 -0.0037 -0.0081
Si -0.0029 0.0048 -0.0116
Si 0.0009 -0.0001 -0.0097
Si -0.0012 -0.0002 -0.0108
Si -0.0016 -0.003 -0.0087
Si -0.0004 -0.0004 -0.0088
Si 0.0023 0.0011 -0.0091
Si 0.0044 -0.0002 -0.0093
Si 0.0016 0.0015 0.0133
Si 0.0039 0.0025 -0.0175
Si -0.0013 -0.0023 -0.0147
Si -0.0004 0.001 0.0131
Si 0.0011 -0.003 -0.0044
Si -0.0014 0.0019 0.0127
Si 0.0006 0.0019 0.0129
Si 0.003 0.0001 -0.0084
Si -0.003 -0.0004 -0.0129
Si 0.0062 0.001 0.024
Si 0.0037 0.009 0.014
Si -0.0023 0.0015 -0.013
Si 0.0008 -0.0026 0.0084
Si 0.0001 -0.0081 -0.0101
Si 0.007 -0.0019 -0.0127
Si -0.0232 -0.0057 0.0273
Si -0.0071 0.0055 -0.0043
Si 0.0075 -0.0075 -0.0037
Si 0.0031 0.0021 -0.002
Si 0 -0.0005 -0.0008
Si 0.003 -0.004 -0.0013
Si -0.0054 -0.0001 -0.0004
Si 0.001 -0.0039 0.0011
Si -0.0015 0.0032 -0.0051
Si 0.0009 0.0023 0.0011
Si -0.0002 -0.003 0.0062
Si 0.0004 0.0001 0.0038
Si 0.0016 0.0012 -0.0015
Si 0.0045 -0.0024 0.008
Si -0.0016 -0.0011 0.0006
Si 0.0006 0.0022 -0.0028
Si 0.0007 0.0011 0.0046
Si 0.0093 -0.0028 0.0017
Si -0.0065 0.0025 0.006
Si 0.002 0.0085 0.0027
Si -0.0012 0.0025 -0.0009
Si -0.0022 0.0028 -0.0001
Si -0.0001 -0.0136 0.0059
Si 0.0046 -0.0054 0.0055
Si -0.0115 -0.0007 0.0089
Si -0.0148 0.0134 0.0007
Si -0.0089 -0.0008 0.0078
Si 0.0169 -0.01 0.0071
Si -0.0187 0.0172 0.0063
Si 0.0062 -0.0145 0.0056
Si 0.0077 0.0045 0.002
Si -0.0036 0.0029 0.0053
Si 0.0115 0.0046 0.0008
Si -0.0209 -0.024 -0.0084
Si 0.0081 -0.0116 0.0204
Si 0.0115 0.0113 0.0284
Si 0.0022 -0.0202 0.0145
Si -0.0052 0.0017 0.0058
Si 0.0053 0.0034 0.006
Si 0.0087 0.0092 0.0124
Si -0.008 0.0108 -0.0248
Si 0.0233 0.0232 0.0221
Si -0.0053 0.0118 0.0111
As -0.0174 0.0031 0.0726
Si 0.0077 -0.0028 0.0082
Si 0.0233 -0.0169 0.0127
Si -0.0348 -0.0267 -0.0291
Si 0.0036 -0.0037 0
Si 0.0281 0.0198 -0.0256
Si -0.0089 -0.0022 -0.0024
Si -0.0318 0.0154 -0.0041
Si 0.0002 0.0058 -0.011
Si -0.015 0.0174 -0.0587
Si 0.0035 -0.055 -0.076
Si 0.0148 -0.0221 0.0129
Si 0.0171 0.0007 0.0065
Si -0.0175 0.0126 0.0034
Si 0.0839 -0.0528 -0.1937
Si 0.0122 -0.0048 -0.0398
Si 0.0407 0.0607 -0.2937
Si -0.0027 -0.022 -0.125
Si 0.0052 0.0115 -0.0906
Si 0.0489 -0.0611 -0.0516
Si 0.0137 -0.0097 -0.0531
Si -0.0369 0.0347 -0.0684
O -0.0343 0.0343 -0.01
O -0.0246 -0.0324 0.1821
O 0.0019 -0.001 -0.0064
O 0.0004 -0.0002 -0.0042
O -0.0092 0.0109 0.0111
O -0.0152 0.0101 0.055
O 0.0002 -0.0011 -0.0068
O -0.0002 0 -0.0058
O -0.028 0.0253 0.0556
O -0.0695 0.0184 0.117
O -0.0149 -0.0115 0.0702
O 0.0227 -0.0304 0.0577
O 0.0425 -0.0349 0.076
O 0.0355 -0.0222 0.1244
O -0.0082 0.0004 0.1203
O -0.0266 0.0206 0.0438
O -0.0257 0.0215 -0.0336
O -0.0229 0.026 -0.0364
O -0.0216 0.0283 -0.0387
O 0.0213 -0.0272 -0.032
O 0.0258 -0.0215 -0.0343
O -0.0267 0.0211 -0.0337
O 0.0261 -0.0207 -0.0311
O 0.0209 -0.0289 -0.0352
Si 0.0008 0.004 0.0465
Si -0.0034 0.0038 -0.0084
Si 0.0027 0.0036 -0.0029
Si 0.0038 -0.0093 0.0457
Si -0.0141 0.0289 -0.0105
Si -0.0019 -0.0039 0.0037
Si -0.0026 -0.0087 0.006
Si -0.0103 0.0118 0.0225
Si -0.0073 0.0329 -0.0394
Si -0.0031 -0.0047 -0.0054
Si -0.0082 0.0005 0.0039
Si -0.0012 0.0041 0.0065
Si -0.0061 -0.0209 -0.0674
Si 0.0142 -0.0141 0.0183
Si -0.0141 0.0179 -0.047
Si 0.005 0.0073 -0.0024
Si -0.0101 0.0019 -0.0123
Si -0.0046 0.0019 0.0378
Si 0.0145 -0.008 -0.0797
Si 0.0007 0.0007 -0.0029
Si 0.0014 0.0009 -0.008
Si 0.0012 -0.0051 0.0006
Si -0.0062 0.0068 -0.0117
Si -0.0176 0.0125 -0.0778
Si -0.0044 0.0072 -0.015
Si 0.0015 -0.0009 -0.0083
Si -0.0073 0.0058 0.0263
Si 0.0117 -0.0082 -0.0081
Si 0.005 0.0147 -0.002
Si 0.0029 -0.0036 -0.0009
Si 0.0021 0.006 -0.003
Si -0.0044 0.0037 -0.0017
Si 0.0155 -0.018 -0.0182
Si -0.0022 -0.0012 0.0018
Si -0.001 0.0041 -0.0062
Si 0.0014 0.0026 0.0366
Si 0.0019 -0.003 0.0132
O -0.0078 -0.0269 0.0053
O -0.0002 0.0017 0.0052
O -0.0121 -0.0086 0.0114
O 0.0072 -0.0002 0.0139
O 0.0034 0.0026 -0.0009
O 0.0117 -0.0021 0.0009
O 0.0001 0.0033 0.0055
O -0.008 -0.001 -0.0016
O 0.0016 0.0003 -0.0041
O -0.0023 -0.0014 0.0022
O -0.0024 -0.003 -0.0087
O 0.0073 -0.0086 0.0007
O 0.0053 0.0103 -0.002
O -0.0038 0.0034 0.004
O -0.0007 -0.0018 -0.0044
O -0.0044 0.0042 -0.0207
O 0.0018 0.0003 0.005
O 0.0016 0.0034 0.0034
O 0.0005 0 -0.0067
O -0.0013 -0.0027 -0.0021
O 0.0065 -0.0007 0.0088
O 0.0041 0.0032 -0.0012
O -0.0119 -0.005 -0.0028
O 0.0059 0.005 0.014
O 0.0014 0.0031 -0.0018
O 0.0004 0.0024 0.0008
O 0.0084 -0.0116 -0.0027
O -0.0011 0 -0.0049
O -0.011 0.0048 -0.0052
O -0.0002 0.002 0.0033
O 0.0046 -0.0133 0.01
O 0.0017 -0.0008 0.007
O 0.0039 0.0042 -0.0065
O 0.0132 0.0083 0.0142
O -0.0082 -0.0023 0.0086
O -0.0008 -0.0033 0.0098
O -0.0015 0.0054 -0.0035
O -0.0035 -0.0069 0.0086
O 0.0017 -0.0083 -0.005
O -0.0009 -0.0014 -0.0013
O -0.0188 0.0285 0.0527
O -0.0149 0.0358 0.0208
O -0.0002 -0.0121 0.0163
O 0.0006 0.0013 -0.0017
O -0.0004 -0.0028 -0.0006
O -0.002 -0.0032 -0.0062
O 0.0107 -0.0055 0.0075
O 0.0013 0.0058 0.0055
O -0.0098 0.0065 0.0023
O 0.005 0.0091 -0.0048
O 0.0219 0.0117 -0.0239
O 0.0167 -0.0037 0.0508
O -0.0028 0.0013 0.0054
O 0.0015 0.0006 -0.0053
O 0.0297 -0.0021 0.0091
O -0.0129 -0.0219 -0.022
O -0.0041 -0.0081 -0.0016
O -0.0065 0.0094 -0.0053
O -0.0031 0.0002 -0.0014
O -0.0042 0.0078 0.0008
O -0.0018 0.0269 -0.0358
O -0.0002 -0.0023 0.0028
O -0.0085 -0.0171 -0.0409
O 0.014 -0.0224 0.0591
O -0.0021 0.0057 0.0165
O 0.007 0.0018 -0.002

The program warned: the cutoff lies below the one the program advises for these potential files; the exchange-correlation potential is rough where the density is thin.
